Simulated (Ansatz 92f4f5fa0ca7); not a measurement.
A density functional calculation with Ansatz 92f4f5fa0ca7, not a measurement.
Periodic cell of 300 atoms, Si148O120H32, with a vacuum gap, from a study of silicon, its oxide and their interface. The atomic structure is a simulated model.

Settings
functional: r2SCAN
potential files: Ansatz PAW
basis: plane waves
wave-function cutoff: 800 eV
density cutoff ratio: 5
exchange-correlation grid ratio: 1
k mesh: 1 x 1 x 1, shifted by 0.5 0.5 0 of a step
self-consistency stop: 1e-11 eV per atom in the density residual
occupations: fixed
spin: none
net charge: 0
applied field: sawtooth along c, amplitude -0.015 V/angstrom in the program's sign convention, ramp centred at 0.9900 of c and 0.0199 of c wide, no dipole correction

Cell vectors (angstrom)
a	10.88	0	0
b	0	10.88	0
c	0	0	50.1871

Atoms and the computed forces on them: element, x, y, z (angstrom), force x, y, z (eV/angstrom)
Si	-0.3843	0.2263	36.4441	0.0086	-0.0158	-0.0286
Si	3.1161	2.3126	36.5455	0.0053	-0.0147	-0.0222
Si	-0.329	5.8354	36.2217	-0.0013	0.0005	-0.0488
Si	3.0208	8.0582	36.5573	-0.0077	0.0076	-0.0288
Si	5.3361	0.1966	36.9961	0.0007	0.0047	-0.0619
Si	8.3028	2.474	36.2284	-0.0111	-0.0025	-0.0458
Si	5.2837	5.8794	36.6189	0.0086	-0.002	-0.0252
Si	8.2745	7.9497	36.8189	-0.0071	-0.0002	-0.0254
Si	1.2732	1.3407	37.6935	0.0025	-0.0002	-0.0114
Si	4.1504	4.1234	37.6825	-0.0034	0.0003	-0.0044
Si	1.2955	6.8881	37.6404	0.0044	0.0014	-0.0087
Si	4.1516	9.4061	38.0647	0.0004	-0.0043	-0.0125
Si	6.9938	1.4464	37.9383	-0.0023	-0.0065	-0.0067
Si	9.4956	4.1097	37.5286	-0.0013	0.0004	-0.0137
Si	6.7965	6.7771	38.1563	0.0008	0.0073	-0.012
Si	9.4756	9.5943	37.9128	-0.0018	0.0043	-0.0117
Si	-0.0276	2.7817	39.0314	-0.0047	-0.0051	-0.0007
Si	2.6641	-0.0096	39.1668	-0.0031	-0.0017	0.0008
Si	0.0154	8.185	39.1522	0.0064	0.0112	0.007
Si	2.7014	5.4836	39.0275	0.0056	0.0059	-0.0024
Si	5.4829	2.7869	39.1659	0.005	-0.0013	0.0027
Si	8.1976	0.0337	39.33	-0.0019	-0.0033	0.0021
Si	5.4823	8.1498	39.459	-0.0025	0.0037	0.0016
Si	8.2149	5.304	39.1977	-0.0128	-0.0076	0.0062
Si	1.3646	4.1101	40.4277	-0.0033	-0.0063	0.0268
Si	4.0732	1.3868	40.4792	0.008	-0.006	0.0084
Si	1.3617	9.5073	40.5527	-0.0016	-0.014	0.0226
Si	4.0305	6.7437	40.5802	-0.0102	-0.0088	0.0184
Si	6.8299	4.0437	40.5946	0.0096	0.0133	0.0197
Si	9.594	1.4196	40.5541	-0.0021	0.0061	0.0225
Si	6.8254	9.5775	40.6888	0.0118	0.0087	0.0103
Si	9.5432	6.7769	40.4896	-0.0033	0.0157	0.0282
Si	0.037	0.0091	41.9012	-0.0324	0.02	0.1676
Si	2.72	2.7439	41.8353	-0.0404	0.0391	0.1857
Si	0.0255	5.4415	41.862	0.0233	-0.0298	0.1834
Si	2.7064	8.1489	41.9215	0.0097	0.0025	0.1788
Si	5.4031	0.0576	41.9296	0.0034	-0.0133	0.2067
Si	8.1827	2.6982	41.9421	0.0204	-0.0118	0.1845
Si	5.4504	5.4194	41.911	-0.0032	0.0074	0.1741
Si	8.2071	8.1388	41.9106	0.0087	-0.0075	0.1789
Si	1.3954	1.3687	43.2371	-0.0141	0.0352	0.2263
Si	4.0792	4.0685	43.2438	0.0138	-0.0318	0.2614
Si	1.3505	6.7935	43.267	0.0406	-0.0361	0.2992
Si	4.0726	9.5314	43.2586	-0.0348	-0.0589	0.3216
Si	6.8059	1.3515	43.2911	0.0169	0.1059	0.3988
Si	9.5475	4.0866	43.2535	-0.0113	-0.0272	0.2403
Si	6.8193	6.7872	43.2516	-0.0601	0.0862	0.3231
Si	9.5625	9.5133	43.254	-0.0419	0.0376	0.3107
Si	0.0155	2.6996	6.9188	-0.0097	-0.0324	-0.2706
Si	2.7238	0.0101	6.9473	-0.0112	-0.0053	-0.2372
Si	0.0115	8.1557	6.9619	0.0089	-0.0083	-0.2128
Si	2.7077	5.4221	6.921	-0.0702	0.0454	-0.3184
Si	5.4423	2.7281	6.9326	0.0376	-0.0103	-0.3956
Si	8.1923	-0.0255	6.9218	0.1223	0.0332	-0.398
Si	5.45	8.1558	6.8922	-0.0246	-0.093	-0.4452
Si	8.1897	5.4398	6.9445	0.0197	-0.0372	-0.2088
Si	1.3484	4.0566	8.2895	-0.0141	0.026	-0.1804
Si	4.0727	1.3932	8.2913	-0.0332	0.0242	-0.1756
Si	1.3588	9.5316	8.3167	-0.0007	-0.0001	-0.1611
Si	4.0723	6.8047	8.2373	-0.0079	0.007	-0.1922
Si	6.8277	4.0615	8.2831	0.0356	-0.0245	-0.1686
Si	9.539	1.3439	8.296	-0.0041	-0.0097	-0.1707
Si	6.8523	9.4654	8.2341	0.0029	0.0061	-0.2089
Si	9.5524	6.782	8.3359	0.0472	-0.0427	-0.1845
Si	0.0017	0.0055	9.7012	0.0071	0.0115	-0.0127
Si	2.693	2.7408	9.6871	0.0002	-0.0074	-0.0187
Si	0.0056	5.3737	9.7045	-0.0029	-0.0003	-0.0025
Si	2.7187	8.1343	9.6325	-0.0049	-0.0107	-0.0192
Si	5.5157	0.0036	9.4919	0.0007	-0.003	-0.0054
Si	8.1991	2.7152	9.6704	0.004	0.0149	-0.0207
Si	5.4289	5.4347	9.5617	-0.0167	-0.0114	-0.027
Si	8.1711	8.1341	9.6704	-0.0006	0.0051	-0.0304
Si	1.3209	1.412	11.0855	-0.0002	-0.0021	-0.0004
Si	4.0872	4.1442	10.972	0.0024	0.0053	-0.0041
Si	1.4142	6.7083	11.0321	0.0061	-0.0012	-0.0083
Si	4.1705	9.5588	10.8035	-0.0063	-0.002	-0.0036
Si	6.8197	1.2974	10.9252	0.0022	0.0042	-0.0026
Si	9.5035	4.0492	11.1385	0.0023	-0.0116	-0.0016
Si	6.7783	6.721	10.944	-0.0021	0.0012	-0.0063
Si	9.5227	9.4903	11.0489	0.0079	0.0093	-0.008
Si	-0.0104	2.7499	12.6142	-0.0047	0.0023	0.0112
Si	2.8337	-0.0255	12.1764	0.0011	-0.0044	0.0181
Si	-0.0428	7.9903	12.3409	0.0012	-0.0046	0.0176
Si	2.8391	5.4627	12.5049	-0.0073	0.002	0.0154
Si	5.4142	2.67	12.1769	-0.003	-0.0069	0.0231
Si	8.1572	0.0256	12.3944	-0.0035	0.0004	0.0166
Si	5.4596	8.1887	12.1589	0.0004	0.0062	0.008
Si	8	5.3663	12.4472	0.0055	0.0041	0.0125
Si	1.6536	3.9453	13.8759	0.0092	-0.007	-0.0182
Si	3.8446	1.6216	13.5442	-0.008	-0.0095	-0.0324
Si	1.645	9.2348	13.2875	0.0186	0.0026	-0.0107
Si	3.9807	7.2108	13.6699	-0.0058	0.0172	-0.0246
Si	6.8585	3.6723	13.71	0.0165	-0.0011	-0.0518
Si	9.2151	1.5429	13.8473	0.0122	0.0127	-0.048
Si	6.9953	9.2464	13.5436	0.0094	-0.008	-0.0207
Si	9.1758	6.9273	13.7146	-0.0046	0.0127	-0.0273
Si	2.3475	4.2848	16.7833	-0.0043	-0.0019	-0.0407
Si	-4.5818	12.4859	21.1576	-0.0003	0.002	-0.0479
Si	-0.6939	8.9738	17.7122	-0.0018	-0.002	-0.0385
Si	3.7175	9.2175	17.7388	0.0063	-0.0002	-0.0392
Si	6.5467	1.9818	18.3082	-0.0029	0.0001	-0.0413
Si	-5.0674	11.1844	23.8892	0.0086	0.0036	-0.0593
Si	5.8116	8.1155	15.9272	0.0022	0.0034	-0.0268
Si	4.9621	2.8351	15.9082	-0.0023	-0.0042	-0.0311
Si	5.9263	6.351	20.6017	0.0013	-0.0034	-0.0429
Si	-0.3673	4.1386	20.8152	-0.0016	0.0012	-0.0359
Si	-0.3182	-1.9697	20.7323	0.0056	0.0018	-0.0277
Si	9.0965	11.7325	16.9377	0.0041	-0.0035	-0.033
Si	1.4851	10.1897	16.0184	-0.0076	-0.0035	-0.0339
Si	8.5319	6.6007	16.6293	0.0042	0.0075	-0.0445
Si	-3.3141	-4.2379	24.5488	0.0068	0.0015	-0.0447
Si	-2.9744	8.1848	21.9784	0.0036	0.0002	-0.049
Si	-9.6648	10.8906	22.1049	0.0045	0.005	-0.0497
Si	3.2254	6.5043	18.9972	-0.0034	0.0011	-0.0423
Si	5.3948	11.4875	30.1915	-0.0049	-0.0112	-0.0541
Si	8.7771	2.2767	22.4992	0.0069	0.0002	-0.0364
Si	1.3433	17.3921	21.5244	-0.0005	0.002	-0.0495
Si	7.5069	3.735	24.8675	-0.0007	-0.0047	-0.0432
Si	-1.1596	5.2543	25.8829	-0.0123	-0.0012	-0.0588
Si	1.0166	-4.3694	24.3972	0.0003	0.0023	-0.0535
Si	-4.8614	9.118	28.3968	-0.0107	-0.0056	-0.0843
Si	2.734	11.2383	19.7347	-0.0012	-0.0032	-0.04
Si	4.919	6.0825	29.1408	-0.0084	0.0068	-0.056
Si	8.0527	4.6679	18.9728	0.0008	0.0003	-0.0384
Si	0.8924	12.5733	17.7164	0.0008	0.0037	-0.0333
Si	3.4005	-6.9596	27.6634	0.0032	-0.0032	-0.0759
Si	2.3932	8.152	26.4005	-0.0107	0.0037	-0.0387
Si	2.1987	2.6703	21.186	-0.0006	-0.0043	-0.0313
Si	0.3925	-1.491	24.641	-0.0066	0.0105	-0.0493
Si	-2.2292	10.6256	23.838	0.0016	0.0034	-0.0324
Si	4.8589	2.8892	25.1471	0.0138	-0.0022	-0.0593
Si	-6.2314	4.0667	22.2774	-0.0026	0.0026	-0.081
Si	2.2224	7.3318	29.3699	0.0048	-0.0082	-0.08
Si	-1.5276	1.0683	31.8614	0.0014	0.006	-0.06
Si	0.1645	5.7507	33.0414	0.0112	-0.0072	-0.088
Si	1.8505	-2.8066	32.1354	-0.0027	-0.003	-0.0742
Si	0.6174	4.9825	28.3768	-0.0107	0.0166	-0.0672
Si	-2.1584	-3.0798	32.687	0.002	0.009	-0.0624
Si	-5.5138	-2.1523	25.4614	0.0009	-0.0047	-0.0618
Si	-7.6047	2.4761	30.4907	0.0003	0.0058	-0.0571
Si	5.7835	3.6195	30.8723	-0.0162	0.0108	-0.0593
Si	4.5466	1.0025	34.2967	0.009	-0.001	-0.0572
Si	-0.2199	-0.9493	33.6468	-0.002	-0.0026	-0.0605
Si	-3.1293	9.8085	30.5707	-0.0184	0.0026	-0.0641
Si	3.8564	9.0847	33.8486	-0.0057	-0.0026	-0.0584
Si	7.0079	2.547	33.3153	-0.001	0.0036	-0.0806
Si	6.4886	7.4909	34.5812	0.0066	0.0058	-0.0538
Si	11.2315	3.3312	31.005	0.013	0.0028	-0.0684
O	0.1889	-0.6218	35.1725	-0.0026	0.0114	0.0494
O	-3.3893	-1.5231	29.0376	0.0136	0.0108	0.0444
O	1.7228	8.3043	30.5469	-0.0041	0.0095	0.0512
O	6.0752	2.1524	30.0864	0.0016	0.0056	0.021
O	5.1669	-0.4483	28.9386	0.0011	0.0161	0.0329
O	0.0898	5.4909	34.6587	-0.0048	-0.0029	0.0705
O	2.8593	8.8303	35.1204	-0.005	-0.0122	0.0484
O	1.4905	6.5837	32.6489	-0.0093	-0.006	0.0301
O	4.1116	1.2508	37.2645	-0.0013	0.0015	0.0337
O	3.4264	2.0101	34.9493	-0.0143	0.0136	0.0388
O	7.5327	2.951	34.8282	0.0182	-0.0004	0.0646
O	8.074	1.5029	32.7306	-0.0121	0.0102	0.0323
O	3.9776	6.7818	36.2493	0.0047	0.0096	0.0182
O	6.1044	6.0242	35.1971	-0.0067	-0.0123	0.0377
O	9.362	6.9532	36.0858	0.0026	-0.0016	0.0134
O	7.2738	8.4521	35.634	0.0085	0.0019	0.0333
O	2.6105	2.6211	13.9299	0.0116	0.0082	0.0129
O	1.4423	4.5445	15.4208	0.0015	0.0027	0.0287
O	4.6188	1.52	14.9964	0.0079	0.0054	0.0178
O	8.1301	2.7315	14.079	-0.0136	-0.0136	0.041
O	1.0903	10.1916	14.4718	0.0009	0.005	0.0288
O	9.4079	11.7865	15.3441	0.0027	-0.0067	0.0273
O	2.7023	8.1857	13.9672	-0.0204	-0.0235	0.0178
O	4.7749	7.1334	15.1159	0.0062	0.0007	0.0126
O	9.3508	-4.5491	15.2414	-0.0025	-0.0034	0.0238
O	6.0739	1.1412	19.6179	0	-0.0013	0.0325
O	6.0812	3.7668	15.1609	-0.0158	0.0072	0.0132
O	9.4837	4.2675	19.5972	0.0093	-0.0042	0.0179
O	5.2126	16.396	21.8101	-0.0049	-0.0115	0.0219
O	1.296	11.7401	16.3987	-0.0014	0.0079	0.0187
O	29.6702	12.6694	21.2341	0.0047	0.0018	0.0268
O	8.2335	8.2407	13.9037	0.0006	0.0025	0.0141
O	2.6901	5.489	17.831	0.007	0.0107	0.0234
O	2.9299	7.9918	18.4382	-0.0022	-0.0084	0.0137
O	-13.4372	5.2583	17.4926	-0.0033	-0.0111	0.0236
O	-7.1329	3.844	16.1504	-0.0035	0.0001	0.0211
O	7.2541	5.6642	19.9694	-0.0068	0.0066	0.0178
O	3.7699	10.4406	18.8051	-0.0049	0.0094	0.0203
O	10.1567	1.8097	17.723	0.0028	0.0023	0.0101
O	7.6083	12.1633	17.3256	-0.006	0.0049	0.0136
O	5.2802	2.2692	17.3748	0.0079	-0.0064	0.0254
O	0.0297	5.6086	21.3109	0.0042	0.0031	0.0071
O	5.1796	8.716	17.2873	-0.0099	0.0051	0.0191
O	9.1956	10.209	17.4485	0.0032	-0.0033	0.0112
O	4.813	6.4483	19.4033	0.0117	-0.0003	0.0195
O	0.8527	-2.8469	21.4008	0.0023	-0.0045	0.0099
O	0.5272	9.0856	16.6858	-0.007	-0.0038	0.0148
O	7.7002	2.8682	23.536	-0.0082	0.0115	0.026
O	1.4639	12.4973	22.2014	-0.0026	-0.0051	0.0128
O	-3.7414	14.2485	18.8387	0.0013	0.0044	0.0146
O	-5.3157	13.8791	21.4913	-0.0032	0.0027	0.0085
O	12.1892	9.3012	25.9858	0.0152	-0.0083	0.0302
O	7.0118	5.162	24.3326	0.0023	0.0002	0.0186
O	2.9865	9.7414	16.396	0.0025	-0.0012	0.0156
O	1.3597	11.6212	18.9435	0.0076	-0.0055	0.0215
O	9.3983	7.5961	17.5456	0.0034	0.0059	0.0155
O	-0.1819	10.3763	21.4211	0.0023	0.0049	0.0202
O	13.3113	17.1026	20.3762	-0.0117	0.0004	0.0271
O	-3.8006	18.0987	16.3272	0.004	-0.003	0.0131
O	1.2604	-0.6102	23.5903	-0.0063	-0.0125	0.0284
O	-1.4204	1.0046	23.2112	-0.0039	-0.0078	0.0183
O	1.6093	3.1288	17.6435	-0.0035	-0.0062	0.0139
O	-4.375	-3.1149	21.2304	0.0071	0.0065	0.0186
O	-0.0424	-1.8503	19.1675	0.0024	-0.002	0.0421
O	-2.6848	7.1087	23.1431	-0.0047	-0.0095	0.028
O	1.8776	17.12	23.0453	-0.0011	0.0002	0.0405
O	1.8763	4.4314	27.5356	-0.0026	0.0013	0.0308
O	-1.0187	14.2431	22.0698	-0.0082	-0.006	0.0134
O	-5.6487	-1.1525	24.2094	-0.0037	-0.0107	0.0234
O	-7.3547	6.4957	29.8869	-0.0037	0.0028	0.0155
O	-6.0529	1.37	24.6014	-0.0054	0.0079	0.0206
O	-1.7711	-2.6547	20.9046	-0.0074	-0.0013	0.0098
O	-8.4967	10.3812	21.0703	-0.007	-0.0019	0.0223
O	6.2324	9.3915	14.9963	-0.0057	-0.0047	0.0175
O	3.227	12.7064	20.2375	-0.0014	0.0063	0.0166
O	-7.79	14.6949	21.875	0.0077	0.0046	0.0067
O	-7.1107	3.1428	26.299	-0.0148	0.0131	0.0415
O	3.8826	0.9717	30.6777	-0.0003	-0.0012	0.0259
O	5.8596	-5.8419	30.0158	0.0068	-0.0169	0.0315
O	-1.9941	3.881	25.6833	0.0091	0.0053	0.0192
O	0.9853	14.2475	20.3654	0.0009	0.0008	0.017
O	10.2798	5.2569	27.3764	0.0226	-0.0061	0.0491
O	1.894	6.7524	25.74	0.0105	0.0064	0.0303
O	8.7309	6.5362	25.6817	0.0078	-0.0042	0.0214
O	-4.544	-7.7569	25.7839	-0.0059	0.0002	0.019
O	5.8111	0.5362	22.2777	-0.0019	-0.0049	0.0295
O	11.0528	3.9877	29.5503	-0.0019	-0.0163	0.0499
O	-4.5655	-3.3561	24.9965	-0.0086	0.0083	0.0227
O	0.0038	-5.5774	24.7495	-0.0067	-0.0035	0.0221
O	3.4111	-7.9833	28.9211	0.001	-0.0155	0.0462
O	3.8451	10.6706	33.5015	0.0019	0.0043	0.0295
O	-4.8339	-1.5626	26.8013	0.0037	-0.0007	0.0505
O	-3.4391	-3.7571	33.3586	-0.0163	-0.0017	0.0319
O	-1.5398	-1.89	33.6048	0.0053	0.0056	0.0259
O	-1.1266	-0.9283	24.8228	0.0059	-0.0039	0.0151
O	5.5433	1.8632	33.3849	-0.0087	-0.0091	0.0362
O	18.1937	0.331	24.5554	-0.0059	-0.0008	0.02
O	0.9791	6.3646	29.0974	0.0041	0.0044	0.0236
O	3.3796	8.3278	32.5214	0.0126	0.0077	0.0348
O	4.2187	3.5079	31.3211	0.0048	0.0012	0.0238
O	4.4338	5.1789	27.8569	0.0061	0.0102	0.0276
O	-0.875	-8.5634	31.1232	-0.0085	-0.0083	0.018
O	0.179	-3.0081	24.1264	0.0044	-0.0018	0.0201
O	1.7719	2.5527	31.044	-0.0095	0.0005	0.0194
O	3.8606	8.3266	25.7998	-0.0021	-0.0012	0.0233
O	0.2431	4.3486	32.2567	-0.0048	0.0216	0.0403
O	-6.2276	3.8833	23.8847	0.0006	-0.0086	0.0273
O	-8.3402	8.1306	28.0047	-0.0005	-0.0088	0.0648
O	5.5856	7.5428	28.7456	-0.002	-0.0045	0.0234
O	0.9519	9.1522	32.8979	-0.0112	0.0113	0.0273
O	-2.6957	-2.4272	31.3192	0.0113	-0.0165	0.0396
O	5.4902	0.2328	35.3751	0.0073	-0.0057	0.0285
O	5.2849	8.4362	34.1374	0.0057	-0.0054	0.0251
O	-1.0822	-4.2602	32.4777	0.0009	-0.0004	0.0251
O	6.7743	3.714	32.178	0.0134	-0.0101	0.0448
O	-1.9332	-0.005	30.7241	0.007	0.0072	0.0321
O	-0.4529	11.32	32.879	0.0087	-0.0129	0.031
O	6.3918	-0.3129	31.1227	0.008	-0.0021	0.026
O	9.4236	1.3281	35.8362	0.0046	0.0093	0.0346
O	-2.8753	-1.2529	22.7229	0.0011	0.0081	0.0237
H	2.2079	0.5377	44.1695	-0.2338	0.4221	-0.2715
H	0.5589	2.1756	44.1695	0.3082	-0.2685	-0.275
H	4.9079	3.2536	44.1763	-0.3862	0.1922	-0.2763
H	3.252	4.8849	44.1763	0.2993	-0.2695	-0.2773
H	2.168	5.9675	44.1994	-0.2782	0.2861	-0.2621
H	0.5358	7.6224	44.1994	0.2641	-0.416	-0.2597
H	3.2538	10.3562	44.1911	0.2814	-0.4033	-0.2262
H	4.8949	8.7101	44.1911	-0.2191	0.2887	-0.2769
H	5.988	2.1772	44.2236	0.3805	-0.2222	-0.2181
H	7.6305	0.5325	44.2236	-0.3551	0.1819	-0.2654
H	8.7243	4.907	44.186	0.3691	-0.2512	-0.2631
H	10.3575	3.2532	44.186	-0.2472	0.3412	-0.258
H	5.9973	7.6087	44.1841	0.2999	-0.2291	-0.2607
H	7.648	5.9723	44.1841	-0.3598	0.2596	-0.2641
H	8.732	10.3262	44.1864	0.2345	-0.3	-0.2785
H	10.3755	8.6828	44.1864	-0.2558	0.4312	-0.2544
H	-0.7945	3.533	5.9864	0.2455	-0.3305	0.2749
H	0.852	1.8928	5.9864	-0.3536	0.3152	0.2544
H	3.5426	-0.8147	6.0148	-0.2691	0.2823	0.3101
H	1.9113	0.841	6.0148	0.2919	-0.3759	0.2707
H	-0.8015	8.9862	6.0294	0.2568	-0.3877	0.287
H	0.8262	7.3269	6.0294	-0.2514	0.3428	0.2958
H	3.5349	4.6057	5.9885	-0.3469	0.2618	0.2751
H	1.8902	6.2482	5.9885	0.2769	-0.3468	0.2382
H	4.6137	3.543	6.0002	0.3976	-0.2349	0.2579
H	6.2602	1.9024	6.0002	-0.3156	0.193	0.2712
H	9.0228	-0.8385	5.9894	-0.2748	0.4163	0.2114
H	7.3677	0.7935	5.9894	0.2345	-0.2564	0.2881
H	4.6276	8.977	5.9597	0.3384	-0.238	0.2571
H	6.272	7.3342	5.9597	-0.3506	0.2406	0.2307
H	7.361	6.2546	6.0121	0.3131	-0.2466	0.3056
H	9.0129	4.6194	6.0121	-0.2778	0.3189	0.2756

Results
free energy: -163609.818 eV
free energy less fixed offsets of H -15.71, O -570.45, Si -639.56 eV per atom: 1.782 eV

The program warned: the cutoff lies below the one the program advises for these potential files; the forces do not sum to zero within the program's tolerance; empty levels may hold ghost states of the PAW files; the exchange-correlation potential is rough where the density is thin.
